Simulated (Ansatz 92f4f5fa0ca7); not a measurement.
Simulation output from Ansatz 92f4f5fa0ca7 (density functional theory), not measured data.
Periodic cell of 190 atoms, Si104O86, from a study of silicon, its oxide and their interface. The atomic structure is a simulated model.

Settings
functional: r2SCAN
potential files: Ansatz norm-conserving
basis: plane waves
wave-function cutoff: 1300 eV
density cutoff ratio: 4
exchange-correlation grid ratio: 1
k mesh: 2 x 2 x 1, shifted by 0.5 0.5 0.5 of a step
self-consistency stop: 5e-08 eV per atom in the density residual
occupations: Fermi-Dirac, 0.05 eV
spin: none
net charge: 0

Cell vectors (angstrom)
a  11.5403  0  0
b  0  11.5403  0
c  3.2475  4.3621  23.638

Atoms and the computed forces on them: element, x, y, z (angstrom), force x, y, z (eV/angstrom)
Si  4.6568  9.1182  -0.5561  -0.2247  -0.1388  -0.3933
Si  4.0275  4.7654  -0.7002  0.0136  -0.0903  -0.3358
Si  5.4025  4.8965  2.067  -0.9063  0.1521  -0.5861
Si  4.2809  7.1129  -2.638  -0.0252  0.0987  -0.3301
Si  8.3938  0.7688  1.9285  -0.0281  -0.0445  -0.496
Si  8.4248  4.0563  -0.6966  0.0757  0.1155  -0.4244
Si  11.7878  7.0014  0.3248  0.0802  0.0004  -0.2069
Si  10.8563  -0.0141  0.0891  -0.0181  0.0038  -0.4261
Si  10.8151  2.4303  -1.4153  0.1238  0.0211  -0.4227
Si  7.6799  8.6336  2.0394  0.5571  0.1332  -0.7416
Si  5.9099  0.2379  -0.0949  -0.0733  0.0299  -0.1186
Si  7.7565  4.8881  2.0298  0.9584  0.1875  -0.4361
Si  9.4406  8.7373  -0.4989  -0.0328  -0.1544  -0.192
Si  13.0356  0.3691  2.1873  -0.4808  -0.135  -0.9273
Si  12.6029  4.1883  0.1535  -0.0566  -0.0653  -0.5027
Si  5.3143  8.5862  2.3177  -0.7351  -0.0794  -0.2668
Si  3.9164  0.7736  2.2474  0.8506  -0.2208  -0.3953
Si  5.8203  2.7047  -1.5254  -0.2342  0.2161  -0.3633
Si  8.385  -1.0839  3.3607  0.0092  -0.0194  -0.0222
Si  8.3673  2.8747  3.1161  -0.0113  -0.1421  -0.1396
Si  8.3583  6.7586  3.3351  -0.1146  0.08  0.1774
Si  12.4445  -1.5055  3.5253  -0.1428  -0.1852  0.2283
Si  12.3925  2.5778  2.9749  -0.0298  0.5607  -0.4092
Si  12.3563  7.5732  3.3955  0.0868  -0.3667  -0.7446
Si  4.6536  -1.0775  3.5716  -0.0635  0.0874  -0.1866
Si  4.6289  2.8928  3.198  0.0157  0.039  -0.072
Si  4.758  6.6651  3.5279  0.1076  0.0242  0.043
Si  6.5862  -1.0098  4.8694  0.2874  -0.0473  0.254
Si  6.551  2.9085  4.657  -0.1189  0.1371  0.1431
Si  6.5832  6.7526  4.9794  0.18  -0.0453  0.0993
Si  10.4008  -1.0442  4.6035  -0.1667  0.072  0.0126
Si  10.4218  2.8507  4.3076  -0.1546  -0.0227  0.2589
Si  10.3996  6.7937  4.5657  -0.2354  -0.025  0.1159
Si  14.284  -1.1782  4.9007  0.1252  -0.0906  0.1903
Si  14.1943  2.9721  4.4532  -0.1011  0.07  0.1062
Si  14.2385  6.7814  4.6978  0.1777  0.1056  0.0478
Si  6.5322  8.6636  6.4011  -0.071  0.0007  -0.2547
Si  6.6616  1.0061  5.9916  0.1056  -0.0272  -0.1026
Si  6.555  4.7979  6.2871  -0.0337  0.1549  -0.096
Si  10.2673  8.6524  6.0164  0.2424  0.0597  -0.0432
Si  10.4774  0.9854  5.8134  -0.0258  -0.0599  0.1717
Si  10.361  4.7032  5.8343  0.076  0.0872  -0.199
Si  14.3319  8.5133  6.3326  -0.088  0.1478  0.09
Si  14.2466  0.9994  5.7735  -0.1281  -0.0209  0.3167
Si  14.1535  4.7751  5.9724  -0.1261  -0.2157  -0.0231
Si  8.5384  8.5839  7.6124  0.0593  0.1132  0.0249
Si  8.6078  1.0224  7.2879  0.0347  -0.0799  -0.0667
Si  8.6123  4.747  7.544  -0.1386  -0.2027  -0.2893
Si  12.2179  8.6355  7.3315  -0.1498  -0.0119  -0.0572
Si  12.4121  0.9667  7.2495  -0.0229  -0.0887  -0.3494
Si  12.2001  4.7394  7.2909  -0.0397  -0.0183  0.0405
Si  4.6015  8.8265  7.8354  -0.0025  -0.0518  -0.0254
Si  4.6317  1.0034  7.0613  0.0557  0.0879  0.1743
Si  4.4441  4.7252  7.4844  0.0931  0.1698  0.0376
Si  8.4762  -0.8848  8.6916  0.029  0.0755  0.0702
Si  8.6925  2.7671  8.8978  0.1007  -0.1069  -0.1242
Si  1.5707  6.5926  10.2855  -0.8538  -0.1482  0.6123
Si  6.5601  11.3171  9.8302  -0.0249  -0.4979  -0.0008
Si  12.3727  2.8023  8.7066  -0.143  0.0005  -0.1198
Si  11.6762  6.7132  8.4915  0.1207  -0.1051  -0.158
Si  13.4025  10.5104  10.6741  0.0172  0.2472  0.7932
Si  4.8056  2.6958  8.5651  0.1388  -0.0244  -0.2517
Si  2.8853  2.6754  9.821  0.4438  0.5744  0.4577
Si  2.7446  8.4169  11.1552  -0.1677  -0.0044  -0.0484
Si  4.5572  -0.5251  8.758  -0.1546  0.0718  0.1237
Si  3.5427  5.4364  9.6611  0.8576  -0.5385  0.4691
Si  10.3474  -0.4052  9.9247  -0.0688  0.1089  0.0827
Si  10.6118  2.0619  10.1189  0.1623  0.3152  0.6637
Si  5.9969  9.0115  11.5906  0.4913  0.5508  0.216
Si  12.2056  -0.9522  8.6329  0.1491  0.0314  0.0632
Si  14.9743  12.1768  10.7446  -0.2849  -0.732  -0.1837
Si  9.3044  6.6582  8.7899  -0.0687  0.0955  0.878
Si  6.5085  1.8489  12.3608  0.4782  0.5674  0.303
Si  3.8075  14.4868  15.1422  0.1943  0.0632  0.4326
Si  -0.7066  10.3013  12.0804  0.3399  0.6391  0.378
Si  11.039  14.4944  13.2489  -0.1086  -0.0307  0.2117
Si  3.5735  5.7038  14.0387  0.0193  -0.2761  -0.0716
Si  3.6646  8.6083  13.3786  -0.0122  -0.6089  0.3332
Si  9.1251  12.3904  13.838  -0.0405  0.0269  0.2585
Si  4.7114  7.9553  9.9835  -0.1013  -0.7918  0.006
Si  11.0334  12.1286  17.5854  -0.0785  -0.0432  0.1886
Si  13.029  12.6473  20.0457  0.0604  0.039  -0.2894
Si  10.5531  8.3573  13.4965  0.1546  -0.3318  0.1056
Si  12.526  8.1434  20.1358  0.1136  -0.0654  -0.3828
Si  12.9172  12.9292  15.1747  -0.1813  0.127  0.4005
Si  8.1481  16.074  18.8322  0.0046  -0.1101  0.0523
Si  12.1513  5.7698  13.0078  0.0225  0.0741  0.062
Si  15.3772  2.8404  19.5414  -0.0897  0.0849  0.0369
Si  3.4394  10.7785  14.3299  -0.9154  0.014  0.1962
Si  5.1332  8.474  18.4632  0.0283  -0.0219  0.219
Si  4.4181  0.9293  12.9099  -0.0863  0.7924  0.0639
Si  6.7143  2.1006  9.9666  -0.4637  0.1501  0.1832
Si  7.8504  8.2469  17.4046  0.0222  -0.012  0.1167
Si  8.3033  7.0034  11.8261  0.1136  -0.2984  0.1241
Si  14.4232  10.2344  19.0823  0.034  0.0055  0.0348
Si  5.2717  5.4262  18.69  -0.1427  -0.0283  0.1076
Si  6.9595  5.4751  16.3663  0.0214  -0.0267  0.1733
Si  15.7356  10.429  16.5026  0.282  -0.074  1.0503
Si  8.3117  1.586  18.5825  0.0356  -0.08  0.0409
Si  5.5601  13.0548  17.1934  0.1132  -0.0737  0.1969
Si  5.272  1.5533  21.9261  0.0118  0.0936  -0.3811
Si  9.5376  10.2083  15.9253  -0.075  0.1217  0.3616
Si  6.4291  4.9363  13.295  -0.0606  0.015  0.141
Si  9.8728  6.9484  19.2856  0.0464  0.0491  -0.1331
O  3.1929  9.6523  -1.0507  0.2434  -0.2446  0.1012
O  6.7579  8.6258  18.5601  -0.1257  -0.098  -0.2285
O  4.2795  5.5826  -2.1  -0.0883  -0.0215  0.4558
O  4.5881  0.6261  0.7443  -0.1598  0.0129  0.1491
O  9.6446  3.0155  -0.4398  -0.0952  0.071  -0.0502
O  8.4138  5.1549  0.4857  -0.4535  -0.1853  0.5463
O  8.0949  8.7774  0.4069  -0.1908  -0.0364  0.5159
O  7.2466  0.5396  0.7617  0.1198  0.0318  0.2441
O  6.9928  3.3097  -0.5872  0.0166  -0.0723  -0.0253
O  4.9215  5.3325  0.5213  0.3088  -0.1544  0.4107
O  5.161  7.9646  -1.5763  -0.2566  0.1724  0.2135
O  10.2903  7.5498  0.1834  0.0101  0.0668  0.0267
O  9.874  0.6443  1.2023  -0.2006  0.087  0.1189
O  12.3679  0.0194  0.6807  0.1769  0.2758  0.4608
O  12.2379  3.0313  -0.9295  -0.1435  0.127  0.3082
O  12.3853  7.0046  1.8309  -0.1044  0.2892  0.5702
O  12.4676  3.644  1.6694  -0.0012  -0.5411  0.4242
O  11.6312  5.4523  -0.1174  0.1288  -0.0004  0.1427
O  6.544  3.3864  12.9148  -0.1103  -0.3462  0.1011
O  9.0022  6.5697  10.4325  0.0273  0.1109  -0.496
O  3.3309  4.0938  10.667  -0.2952  -0.0584  -0.9152
O  9.1577  8.5079  -2.1013  0.1673  0.0473  0.4094
O  11.9037  12.1735  18.965  0.1087  0.0422  -0.0219
O  8.1844  9.5438  16.5187  0.2346  -0.0703  -0.0605
O  16.2487  8.9116  16.9367  -0.1491  0.3104  -0.0593
O  2.7408  7.6386  -2.6867  0.1383  0.153  0.3162
O  8.1502  11.7907  19.5256  -0.1045  0.1965  0.1505
O  5.8024  10.2431  -0.5578  -0.0317  0.1402  0.2492
O  4.4203  8.5164  0.9214  0.4443  0.0742  0.1136
O  9.2209  7.6055  20.6046  0.1036  -0.2559  0.3099
O  2.5182  4.7763  -0.1787  -0.0361  -0.0002  0.0959
O  15.8394  9.4851  19.4488  -0.1619  -0.0506  -0.2589
O  12.7511  7.9273  -0.5854  -0.1284  -0.1821  0.1446
O  13.7892  2.458  19.5014  0.1044  -0.2411  0.1498
O  10.3391  -1.4766  -0.3095  -0.0761  0.0402  0.1406
O  10.8436  0.8269  -1.3058  -0.0676  -0.0061  0.5648
O  10.47  2.8239  -2.9477  -0.1584  0.1699  0.4526
O  8.6041  4.592  -2.24  0.088  -0.2848  0.303
O  12.3218  13.7362  13.8955  -0.0305  -0.103  -0.066
O  14.5006  10.7906  17.5521  0.2857  -0.1762  -0.2381
O  3.8105  13.8893  13.6264  0.026  -0.3464  -0.0914
O  7.2554  7.0704  16.4659  0.0473  -0.1317  0.0824
O  11.8012  12.7613  16.3255  0.1907  -0.1069  -0.3067
O  11.7581  7.2283  13.6682  -0.0265  0.1156  -0.1437
O  4.9049  5.4815  13.1223  -0.0718  0.0309  0.0428
O  9.7287  13.8946  14.0205  0.1749  -0.1899  -0.283
O  11.1819  16.0999  13.5085  0.0976  -0.0027  -0.2045
O  2.1481  5.4006  13.3436  0.0844  0.1597  -0.0508
O  3.5368  7.2933  14.4228  0.1019  0.5813  -0.5589
O  6.2218  10.635  11.3609  0.2178  -0.4231  -0.4293
O  5.1559  13.9814  15.9215  -0.3174  -0.023  -0.1498
O  3.6916  16.1101  15.2009  0.0318  -0.2057  -0.2521
O  10.5639  10.6197  17.1417  -0.1337  0.1433  -0.2674
O  10.2512  9.1333  14.9152  -0.0233  -0.0563  -0.2287
O  1.947  11.4803  14.6905  0.4935  0.0875  -0.2043
O  0.8958  10.7194  12.0478  -0.1924  -0.3759  -0.6601
O  7.468  8.3539  11.568  0.0004  0.088  0.0602
O  14.0668  13.8363  15.8994  0.1128  -0.1659  -0.4264
O  7.3916  5.771  12.3141  0.0671  0.2495  -0.0185
O  4.8988  6.2754  10.1495  -0.4181  0.7109  0.1865
O  7.1314  1.6917  17.4876  -0.1013  0.0184  0.1296
O  12.0866  5.8418  11.3856  0.3787  0.1362  -0.0944
O  4.3885  3.2099  -0.9831  0.2721  0.1959  0.101
O  5.53  5.1872  17.1018  0.274  0.0972  0.0559
O  8.2881  3.0093  19.3917  -0.0895  0.0759  -0.1687
O  5.2918  8.8007  13.0642  0.0569  0.0034  -0.5474
O  9.2558  7.7327  18.0223  -0.1671  -0.0898  0.0872
O  9.4737  5.3732  19.2586  -0.1844  0.1757  -0.0886
O  5.9093  1.1016  -1.4667  0.0758  -0.0125  0.3612
O  9.3363  7.3978  13.0083  -0.2384  -0.109  -0.2125
O  10.8799  14.2274  11.6506  -0.0985  -0.3588  -0.3777
O  8.994  11.5853  15.2396  0.1697  -0.0599  -0.2865
O  -1.4171  11.4712  12.9737  0.0044  0.0245  -0.0837
O  8.0752  4.609  17.1926  -0.2727  0.2218  0.1681
O  14.1509  11.4487  20.129  -0.1479  -0.0197  -0.1511
O  7.7107  0.994  13.078  -0.1325  0.1627  -0.216
O  4.6672  1.939  18.4812  0.0486  0.0574  -0.1184
O  5.3926  11.475  16.8761  -0.2677  0.1294  -0.1414
O  6.7403  5.1828  19.409  0.0703  -0.0675  -0.2584
O  4.3247  2.5186  21.0535  0.105  -0.2017  0.0596
O  13.173  9.2007  19.1082  0.0706  -0.0384  0.2507
O  15.6638  4.4151  19.2366  0.2134  -0.0884  -0.0901
O  9.7267  1.4988  17.8379  0.0231  -0.1251  -0.0113
O  6.9309  5.0761  14.8268  -0.1627  0.0165  -0.2556
O  4.7525  6.9514  18.8906  0.1972  0.0498  -0.1838
O  11.4726  7.1928  19.3403  -0.1181  0.1661  0.2477

Results
free energy: -52152.526 eV
free energy less fixed offsets of O -463.61, Si -117.95 eV per atom: -15.266 eV
pressure: -1.36 GPa
stress xx, yy, zz, yz, xz, xy (GPa, positive in tension): 0.48, 1.58, 2.02, -0.28, -0.18, 0.2
